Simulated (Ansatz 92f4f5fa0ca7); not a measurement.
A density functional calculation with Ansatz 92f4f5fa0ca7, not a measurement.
Periodic cell of 252 atoms, Si144O100N8, from a study of silicon, its oxide and their interface. The atomic structure is a simulated model.
Doubt: the cutoff is far below the 930 eV that the study's wrapper takes by default for these files, so forces and energies are approximate.
This geometry differs little from another in the collection (a relaxation step or a small displacement).

Settings
functional: PBE
potential files: Ansatz PAW
basis: plane waves
wave-function cutoff: 580 eV
density cutoff ratio: 5
exchange-correlation grid ratio: 1
k mesh: 1 x 1 x 1, Gamma-centred
self-consistency stop: 5e-08 eV per atom in the density residual
occupations: fixed
spin: none
net charge: 0

Cell vectors (angstrom)
a	10.938	0	0
b	0	10.938	0
c	5.3342	4.8172	36.0554

Atoms: element, x, y, z (angstrom)
Si	6.8715	3.1902	28.5632
Si	9.7139	5.9153	28.6713
Si	6.4484	9.2346	28.517
Si	9.0932	0.9698	28.7051
Si	0.8948	3.6048	28.6697
Si	3.6705	6.3621	28.4784
Si	12.3214	8.5413	28.615
Si	4.1269	0.4711	28.4028
Si	8.0217	4.7993	29.8821
Si	10.8237	7.4619	30.0377
Si	7.9701	-0.638	29.9677
Si	10.7037	2.0818	30.0151
Si	2.5693	4.7843	29.8644
Si	5.2911	7.56	29.7777
Si	13.4995	10.2546	29.7905
Si	5.2699	2.0267	29.8375
Si	6.6689	6.2167	31.2156
Si	9.4195	8.9228	31.2669
Si	6.646	0.7451	31.3067
Si	9.3813	3.4861	31.3284
Si	12.2149	6.1314	31.3366
Si	14.8916	8.927	31.2256
Si	12.1742	11.6336	31.2414
Si	3.9635	3.4392	31.2302
Si	5.3342	4.8172	32.6371
Si	8.0687	7.5517	32.6371
Si	5.3342	10.2862	32.6371
Si	8.0687	2.0827	32.6371
Si	10.8032	4.8172	32.6371
Si	13.5377	7.5517	32.6371
Si	10.8032	10.2862	32.6371
Si	13.5377	2.0827	32.6371
Si	1.3673	-1.3673	3.418
Si	4.1018	1.3673	3.418
Si	1.3673	4.1018	3.418
Si	4.1018	-4.1018	3.418
Si	6.8362	-1.3673	3.418
Si	-1.3673	1.3673	3.418
Si	6.8362	4.1018	3.418
Si	-1.3673	6.8362	3.418
Si	2.788	-0.0468	4.7651
Si	5.554	2.657	4.794
Si	2.6825	5.5483	4.5896
Si	5.5519	-2.8285	4.7534
Si	-2.757	-0.0376	4.9981
Si	0.0589	2.7019	4.6956
Si	8.2202	5.5115	4.8326
Si	-0.1036	-2.6401	4.9078
Si	1.4389	1.3725	6.0613
Si	4.1165	4.2204	5.7543
Si	1.4203	-4.066	5.9909
Si	4.1885	-1.47	6.0322
Si	-4.1709	1.3104	6.4386
Si	-1.1879	4.1511	6.0182
Si	6.798	-4.1388	6.3287
Si	-1.4151	-1.3425	6.6469
Si	-0.0017	0.5295	7.6977
Si	2.7753	2.9854	7.0976
Si	0.5214	-5.7206	7.3121
Si	2.9664	-2.9768	7.3192
Si	5.3867	-0.4535	7.7558
Si	-2.4682	2.7734	7.3327
Si	5.0277	5.5986	7.381
Si	-3.2405	-2.7567	8.0905
Si	6.7014	3.45	34.0044
Si	9.4359	6.1845	34.0044
Si	6.7014	8.919	34.0044
Si	9.4359	11.6535	34.0044
Si	12.1704	3.45	34.0044
Si	3.9669	6.1845	34.0044
Si	12.1704	8.919	34.0044
Si	14.9049	11.6535	34.0044
Si	8.0687	4.8172	35.3716
Si	10.8032	7.5517	35.3716
Si	8.0687	10.2862	35.3716
Si	10.8032	2.0827	35.3716
Si	2.5997	4.8172	35.3716
Si	5.3342	7.5517	35.3716
Si	13.5377	10.2862	35.3716
Si	5.3342	2.0827	35.3716
Si	1.3673	1.3673	0.6835
Si	4.1018	4.1018	0.6835
Si	1.3673	6.8362	0.6835
Si	4.1018	-1.3673	0.6835
Si	6.8362	1.3673	0.6835
Si	-1.3673	4.1018	0.6835
Si	6.8362	-4.1018	0.6835
Si	-1.3673	-1.3673	0.6835
Si	0	0	2.0507
Si	2.7345	2.7345	2.0507
Si	0	5.469	2.0507
Si	2.7345	-2.7345	2.0507
Si	5.469	0	2.0507
Si	8.2035	2.7345	2.0507
Si	5.469	5.469	2.0507
Si	8.2035	-2.7345	2.0507
Si	8.9743	10.1631	19.3331
Si	7.9184	10.2182	15.267
Si	18.9953	13.1226	18.6801
Si	7.1186	6.2957	16.8582
Si	13.4298	2.5333	23.4774
Si	-2.4926	-3.4443	11.0321
Si	9.7945	12.2696	22.5709
Si	3.6069	-8.2316	11.946
Si	-0.255	5.7524	10.0261
Si	-4.1496	6.789	13.7751
Si	9.0419	-7.3215	13.3051
Si	6.3644	-1.7977	20.047
Si	-3.5575	1.9767	11.0207
Si	4.0131	-0.5142	11.8693
Si	1.0099	3.8054	13.4995
Si	2.1712	-1.5852	20.1097
Si	6.3797	4.2477	12.2158
Si	2.76	6.3702	20.6257
Si	-7.8121	1.3046	20.9335
Si	7.9317	7.355	26.5572
Si	22.5017	3.55	16.6198
Si	9.3261	15.0035	23.2805
Si	11.8027	15.869	22.1904
Si	12.7185	3.7927	9.7723
Si	4.7375	-7.7319	9.3109
Si	0.2585	8.9475	17.7164
Si	12.9338	1.5808	26.3989
Si	7.0773	10.7747	22.6658
Si	10.4959	6.3063	12.8309
Si	-2.9939	-5.8792	9.5348
Si	16.1974	12.9861	22.8231
Si	5.907	20.0782	17.2205
Si	2.5456	-0.7505	9.2916
Si	10.6941	9.6369	22.0096
Si	2.8036	14.6528	18.8849
Si	5.2227	-1.5819	14.399
Si	5.648	5.1277	26.4379
Si	9.9031	14.3075	20.6363
Si	-0.5877	-2.7365	15.0632
Si	5.8736	4.1976	18.6449
Si	-1.8622	2.058	15.8712
Si	16.6243	6.2003	21.1031
Si	9.0201	8.8684	24.2273
Si	6.5613	4.6841	23.5753
Si	-0.9117	2.7538	9.7092
Si	10.0897	6.2569	17.2629
Si	10.7559	-0.6818	26.5503
Si	6.7295	-1.0337	10.4597
N	7.9808	-4.0696	9.4049
O	6.6395	2.8292	19.1043
O	15.0191	2.5682	23.8019
O	8.0931	15.5414	24.1844
O	6.7271	6.2982	26.6914
N	-1.3877	-6.5058	9.9465
O	13.473	7.4914	28.0098
N	1.721	-6.8714	8.0461
O	10.7408	4.7839	17.3041
O	5.5319	4.8945	24.8257
O	7.2649	-0.9756	16.7557
O	13.4329	5.23	19.4682
O	4.0769	2.4037	8.0286
O	12.3533	2.741	27.3768
O	1.1702	0.0899	8.8682
O	9.719	0.223	27.397
O	7.4215	6.5373	15.2676
O	5.302	10.3116	27.939
O	4.2304	5.6308	27.0888
O	-0.7765	6.7261	15.7155
O	9.2088	6.7614	27.3591
O	7.6966	9.6484	23.6569
O	2.3292	-2.2476	8.6615
O	11.5873	2.6481	10.199
N	-3.3172	3.0424	12.4029
O	18.9483	13.0774	17.0737
O	13.19	1.3749	22.3324
O	12.1762	5.194	10.4436
O	6.3808	15.8255	17.243
O	9.2633	14.1328	19.1684
O	7.3546	8.7423	27.2125
O	17.2368	3.2884	22.7732
O	5.9027	7.7387	20.6796
O	-3.2173	-3.6484	12.5165
O	-1.6839	-5.6806	13.2446
O	-0.3759	3.0114	13.0132
O	6.0687	-8.4367	10.0453
O	4.0281	-4.116	7.8829
O	12.5036	17.2652	21.7521
O	12.8176	14.2487	17.6103
O	-0.3434	2.2259	16.4716
O	8.1202	-1.8477	10.8226
O	3.4637	1.1269	27.0127
O	11.1901	15.2894	20.7667
O	17.3466	10.1875	21.2971
N	6.5872	9.5387	8.7272
O	8.9513	-1.925	14.9112
O	4.3417	3.7584	18.3905
O	4.0248	1.1243	11.971
O	8.0275	2.0944	28.0874
O	4.0256	-0.1666	8.7537
O	0.4541	-1.9313	16.0709
O	-5.7796	-6.2408	8.7701
N	3.329	3.2871	10.3474
O	10.791	7.7575	13.56
O	9.8197	10.0004	20.6996
O	8.2506	11.8395	22.3115
N	10.0739	6.852	11.2131
O	10.3908	12.8399	21.1623
O	2.5882	2.4712	19.9302
O	-3.9387	0.4213	11.147
O	12.9116	14.8845	22.8616
O	4.937	3.5234	12.3811
O	0.8958	-5.5585	13.0324
O	-2.1256	0.6311	15.132
O	3.0537	-0.2175	20.3266
O	-3.2583	3.9889	8.2811
O	6.1668	3.7679	27.1807
O	7.8619	8.9827	19.4215
O	10.5974	16.0396	23.2957
O	5.2769	-1.3376	11.1808
O	5.9246	11.6281	23.4451
O	12.0519	0.2327	26.2418
O	1.8588	2.2397	24.9219
O	10.8671	-4.6652	8.4824
O	10.708	10.9828	22.9606
O	1.4779	-1.4294	18.6307
O	9.9901	8.481	22.9445
O	1.1807	3.8503	15.1192
O	8.7189	14.2187	14.8675
O	8.8066	3.9559	21.7123
O	6.231	-5.6074	13.3865
O	8.5252	17.2031	17.6984
N	-1.0484	1.9544	8.148
O	2.312	3.0426	12.8799
O	15.0513	5.9616	21.4284
O	4.6701	12.6361	21.3339
O	8.4153	7.5803	25.0148
O	10.7808	4.7683	28.1012
O	12.1476	9.229	21.435
O	5.5347	-3.1186	13.9447
O	17.4243	5.9033	22.4935
O	6.1167	5.2507	19.8638
O	-2.6609	11.6314	19.2831
O	8.9095	1.8666	10.4887
O	13.8712	7.8993	20.0596
O	5.4511	9.6113	18.7381
O	9.8284	13.4779	23.6976
O	2.6952	-0.8574	10.9354
O	10.9029	7.3793	18.155
O	11.3527	8.9736	27.353
O	6.1775	7.5329	17.3538
O	9.9153	9.9159	18.0321
O	4.8115	9.4013	16.0062
O	-4.074	-5.9538	10.8052
O	9.9202	9.7327	25.2684
O	4.0185	-1.0156	13.4434
O	17.5747	10.2145	14.2298

Results
free energy: -151495.616 eV
free energy less fixed offsets of N -385.13, O -568.88, Si -635.61 eV per atom: 1.264 eV

Forces (eV/angstrom), in the order of the atoms: element, x, y, z
Si	0.0886	-0.096	-0.0083
Si	0.1028	-0.0961	-0.0466
Si	-0.0749	0.0877	-0.0796
Si	-0.1035	0.1027	-0.1349
Si	-0.0958	0.0714	-0.1739
Si	-0.1124	0.0805	-0.043
Si	0.0619	-0.1041	-0.0722
Si	0.0795	-0.0479	-0.0687
Si	0.0252	-0.0382	-0.0219
Si	0.0149	-0.0329	-0.003
Si	-0.0268	0.0245	0.0118
Si	-0.0235	0.0108	-0.0091
Si	-0.0353	0.0396	0.0175
Si	-0.0279	0.0184	-0.0251
Si	0.0214	-0.0317	-0.0205
Si	0.0406	-0.0383	0.0027
Si	0.0071	-0.0092	0.0012
Si	0.0034	-0.0008	0.0132
Si	-0.0045	0.009	-0.0015
Si	-0.0178	0.0327	-0.0346
Si	0.0136	-0.0108	-0.0073
Si	0.0061	-0.0099	-0.0066
Si	-0.014	0.0203	-0.0084
Si	-0.0056	0.0085	-0.0057
Si	-0.0167	0.0478	-0.3671
Si	-0.1526	-0.0196	-0.1745
Si	-0.2829	-0.1065	0.0819
Si	-0.3066	0.0617	0.3592
Si	-0.0555	-0.0999	0.4645
Si	0.2683	0.1127	0.1
Si	0.0198	-0.0483	-0.1211
Si	0.007	-0.0665	-0.2457
Si	-0.3393	-0.122	0.3833
Si	0.2683	-0.0431	-0.0331
Si	-0.1176	-0.1179	-1.1251
Si	0.5153	0.393	-1.1006
Si	0.4772	-0.0024	0.4368
Si	-0.373	-0.5063	0.4154
Si	0.3652	-0.0581	0.33
Si	-0.171	0.595	0.384
Si	-0.0278	0.0491	-0.0197
Si	-0.0007	0.0235	0.0122
Si	0.0222	0.0225	-0.0237
Si	0.0119	-0.0019	0.0049
Si	0.0698	-0.0255	-0.0499
Si	0.0401	-0.0115	0.0171
Si	0.025	-0.0058	-0.0084
Si	0.0131	0.0306	-0.0086
Si	-0.0309	-0.0855	-0.0626
Si	-0.0015	-0.0489	-0.0445
Si	-0.095	-0.0504	-0.089
Si	0.046	-0.0073	-0.0688
Si	-0.1986	-0.1034	-0.0234
Si	-0.1854	-0.017	-0.1396
Si	0.0326	0.0154	-0.035
Si	-0.0702	-0.0434	0.0106
Si	-0.0732	-0.0098	0.0303
Si	0.1038	0.0425	0.1629
Si	0.1645	0.0617	0.2904
Si	0.1148	-0.0971	0.287
Si	0.0143	0.1307	0.134
Si	0.1164	0.06	0.1905
Si	-0.1556	0.0843	0.131
Si	0.1388	0.0569	0.0944
Si	0.0659	-0.0794	0.015
Si	0.0415	-0.0159	-0.0122
Si	-0.0282	-0.0313	-0.0318
Si	-0.0176	0.0255	-0.034
Si	-0.1296	-0.0441	0.0087
Si	-0.0114	0.0773	-0.0118
Si	-0.0061	-0.0506	-0.0222
Si	-0.001	-0.1021	0.0021
Si	-0.0057	0.0222	-0.0249
Si	-0.0589	0.0377	-0.024
Si	0.0003	-0.0225	-0.0168
Si	0.0026	-0.0543	0.0123
Si	0.0452	0.0191	-0.0223
Si	0.0631	-0.0062	-0.0036
Si	-0.0462	0.0359	-0.0214
Si	-0.027	0.0637	-0.022
Si	0.0238	0.0362	0.0349
Si	0.0709	-0.0632	0.0097
Si	0.0175	0.0108	0.0213
Si	-0.0633	0.0388	-0.0091
Si	-0.0124	-0.0296	0.0219
Si	-0.0092	0.0173	-0.0154
Si	0.0056	-0.0506	0.0426
Si	-0.0013	-0.0714	0.001
Si	-0.0563	-0.0434	0.0345
Si	0.0274	0.1273	-0.0253
Si	0.0404	-0.1077	0.0042
Si	0.1145	0.0026	-0.0297
Si	-0.0565	0.028	0.0384
Si	0.0309	0.0762	0.0482
Si	-0.1274	0.0328	-0.0217
Si	0.1013	0.1136	-0.0143
Si	0.0322	-0.0067	0.1043
Si	-0.0378	0.0141	-0.0447
Si	0.0261	-0.0117	0.062
Si	0.0084	0.0243	-0.0362
Si	0.0298	0.0236	0.0112
Si	-0.0203	0.029	-0.0302
Si	-0.0417	0.0328	0.0842
Si	0.0239	-0.0554	-0.0435
Si	-0.0048	-0.0399	0.0321
Si	-0.0407	-0.0005	-0.059
Si	-0.0095	-0.0211	-0.0802
Si	0.0218	0.0116	0.0984
Si	-0.0057	-0.0408	0.0356
Si	0.032	0.0798	-0.0229
Si	-0.008	-0.0578	-0.0689
Si	-0.0617	0.0145	0.0983
Si	-0.0193	-0.0853	-0.0107
Si	-0.0263	-0.0129	0.1043
Si	0.0153	0.0308	0.1298
Si	0.0276	0.0019	-0.006
Si	-0.0328	0.0098	-0.0384
Si	-0.0137	-0.0272	0.0639
Si	-0.0253	-0.0261	0.1269
Si	-0.0087	0.0096	-0.0247
Si	-0.0096	0.0121	-0.0709
Si	-0.0127	-0.0113	0.0395
Si	-0.0381	0.0781	0.0807
Si	0.0276	0.0035	0.1292
Si	-0.0387	0.0418	-0.0277
Si	0.0084	-0.0367	-0.0425
Si	0.0129	-0.0128	0.1113
Si	0.01	0.0145	-0.0087
Si	0.0208	-0.0482	-0.0121
Si	-0.036	-0.0441	0.0738
Si	-0.0019	-0.0102	0.0956
Si	0.0117	0.0135	-0.0818
Si	-0.0057	-0.0021	-0.012
Si	-0.0005	-0.017	0.1315
Si	-0.0118	-0.0396	-0.026
Si	0.0197	0.0321	0.0791
Si	-0.0165	0.0091	-0.0371
Si	0.0271	-0.0131	0.1117
Si	0.0125	0.0343	-0.08
Si	0.0459	-0.0541	0.002
Si	0.0257	-0.0256	0.0021
Si	0.0019	0.0231	-0.0083
Si	-0.0312	0.0163	0.0093
Si	0.0009	-0.0395	-0.0085
N	-0.1404	0.0555	-0.0889
O	-0.0141	0.0073	-0.0366
O	-0.0145	0.0087	-0.0234
O	-0.0274	-0.0031	-0.0133
O	0.0068	0.0046	-0.0124
N	0.0317	0.0252	-0.0592
O	-0.0061	-0.0007	0.1191
N	-0.0249	0.014	-0.0307
O	0.0055	-0.0052	-0.0005
O	-0.03	0.0195	0.0705
O	-0.0012	-0.0107	0.0256
O	-0.0046	0.0053	-0.0569
O	-0.0388	-0.0256	0.0224
O	0.0323	-0.0175	0.0397
O	-0.0313	0.0278	-0.0116
O	0.0116	-0.0035	0.049
O	0.0074	-0.0086	0.0292
O	0.0339	-0.0239	0.1246
O	0.0183	-0.0048	0.0502
O	0.001	-0.0052	0.0087
O	-0.0315	0.0062	0.0255
O	0.0158	-0.0168	-0.0044
O	0.0047	-0.0258	-0.0796
O	-0.0103	0.0312	-0.0016
N	0.0348	0.0521	-0.0008
O	-0.0046	0.0051	0.0031
O	0.0049	0.002	-0.0516
O	-0.0129	-0.0341	-0.0032
O	0.0001	-0.005	-0.0173
O	-0.0117	0.0056	-0.0651
O	-0.0182	0.0012	0.055
O	-0.0083	0.0405	-0.0227
O	0.0004	0.0073	-0.0469
O	0.0352	0.0024	-0.0087
O	0.0216	0.0377	0.0291
O	0.031	0.0405	0.0577
O	-0.0212	-0.0061	-0.0345
O	0.0005	0.0208	-0.1398
O	0.0254	0.0055	-0.0696
O	0.0082	-0.0074	-0.0155
O	0.0239	-0.0029	0.0049
O	-0.0463	0.014	0.0274
O	-0.0078	0.01	0.0387
O	-0.0051	0.0043	-0.0603
O	-0.0337	-0.0136	-0.0781
N	-0.0179	-0.0469	-0.0388
O	0.0038	-0.0051	0.0168
O	0.0008	-0.0008	-0.0367
O	-0.0041	-0.0227	0.0335
O	0.0221	-0.0433	0.1551
O	0.0606	0.0069	-0.045
O	0.0068	0.0089	0.0212
O	0.0237	0.0398	-0.0345
N	-0.0465	0.0283	-0.046
O	-0.0186	0.0111	0.0739
O	-0.0059	-0.0053	-0.0562
O	-0.011	-0.0016	-0.0448
N	0.0258	-0.0313	0.0222
O	-0.0007	0.0078	-0.0535
O	0.0018	0.0127	-0.0583
O	-0.0018	0.0107	-0.0425
O	0.0012	-0.0052	-0.0324
O	0.0135	0.0303	-0.0014
O	0.0026	-0.0016	0.0311
O	0.0161	-0.0201	0.0212
O	-0.0036	-0.034	-0.0509
O	-0.0337	-0.0416	-0.0168
O	-0.0241	0.0284	0.0205
O	0.0009	-0.013	-0.0358
O	0.0103	0.002	-0.0587
O	0.0427	-0.0148	-0.0094
O	0	0.0161	-0.0747
O	-0.0226	-0.0118	-0.0137
O	0.0359	-0.0343	0.0424
O	0.0012	-0.0322	-0.0274
O	0.0235	0.0042	-0.0276
O	0.0221	0.0016	-0.0342
O	-0.0066	0.0139	-0.0202
O	-0.0061	0.011	0.0457
O	0.0028	0.0057	0.0396
O	0.0295	0.0098	-0.048
O	0.0048	0.0425	0.0209
O	0.0035	-0.0032	0.0054
N	0.0244	-0.0458	-0.0682
O	-0.0441	0.0187	0.0367
O	-0.0088	-0.0037	-0.0468
O	-0.014	-0.0113	-0.0747
O	-0.0388	-0.0339	0.0697
O	0.0188	-0.009	0.1724
O	0.0217	-0.0023	-0.0605
O	0.0274	-0.014	0.0274
O	-0.0192	-0.0086	-0.0377
O	0.0015	-0.0183	-0.0572
O	-0.0115	0.022	-0.052
O	0.01	-0.0077	0.024
O	0.0027	0.0071	-0.0489
O	0.0007	-0.0052	-0.0406
O	0.0032	-0.0043	-0.0386
O	-0.0248	0.0322	-0.0754
O	-0.0042	-0.0024	-0.0191
O	0.0157	-0.002	0.0433
O	-0.0074	-0.0065	-0.0011
O	0.0073	0.0008	-0.0475
O	0.0115	-0.0109	0.0449
O	0.0313	0.0548	-0.0259
O	0.0366	0.0295	0.0741
O	0.0141	-0.0216	0.042
O	0.0043	-0.0123	0.045

The program warned: the cutoff lies below the one the program advises for these potential files; the exchange-correlation potential is rough where the density is thin.
